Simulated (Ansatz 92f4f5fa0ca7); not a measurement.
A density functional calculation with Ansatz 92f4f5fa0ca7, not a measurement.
Periodic cell of 360 atoms, Si240O120, from a study of silicon, its oxide and their interface. The atomic structure is a simulated model.
Doubt: the cutoff is far below the 930 eV that the study's wrapper takes by default for these files, so forces and energies are approximate.

Settings
functional: PBE
potential files: Ansatz PAW
basis: plane waves
wave-function cutoff: 580 eV
density cutoff ratio: 5
exchange-correlation grid ratio: 1
k mesh: 1 x 1 x 1, Gamma-centred
self-consistency stop: 5e-08 eV per atom in the density residual
occupations: fixed
spin: none
net charge: 0

Cell vectors (angstrom)
a  11.6015  0  0
b  0  13.3963  0
c  0  0  41.257

Atoms and the computed forces on them: element, x, y, z (angstrom), force x, y, z (eV/angstrom)
Si  0  2.2327  1.1851  0.0114  -0.0019  0.0006
Si  3.8672  2.2327  1.1851  -0.0276  0.0307  0.0063
Si  7.7343  2.2327  1.1851  -0.0121  0.0586  -0.055
Si  1.9336  5.5818  1.1851  0.0336  0.003  0.0172
Si  5.8008  5.5818  1.1851  0.0043  0.0167  0.0337
Si  9.6679  5.5818  1.1851  -0.0277  0.0148  0.0052
Si  0  8.9308  1.1851  -0.02  -0.0559  -0.0481
Si  3.8672  8.9308  1.1851  0.0121  -0.0116  -0.0432
Si  7.7343  8.9308  1.1851  0.038  -0.0318  0.0025
Si  1.9336  12.2799  1.1851  0.0037  0.0046  0.0294
Si  5.8008  12.2799  1.1851  -0.017  -0.0872  0.1427
Si  9.6679  12.2799  1.1851  -0.0117  0.0175  0.0217
Si  1.9336  1.1164  1.9745  -0.024  0.0046  -0.0077
Si  5.8008  1.1164  1.9745  0.0912  0.2647  -0.0307
Si  9.6679  1.1164  1.9745  0.061  -0.0432  -0.0276
Si  0  4.4654  1.9745  -0.0397  -0.0975  -0.0565
Si  3.8672  4.4654  1.9745  -0.133  -0.0371  0.0241
Si  7.7343  4.4654  1.9745  0.1038  -0.1522  0.0165
Si  1.9336  7.8145  1.9745  -0.0304  0.0928  -0.003
Si  5.8008  7.8145  1.9745  -0.0748  -0.0004  -0.0041
Si  9.6679  7.8145  1.9745  0.0681  0.0934  0.026
Si  0  11.1635  1.9745  0.0273  -0.0279  -0.0273
Si  3.8672  11.1635  1.9745  -0.0882  -0.0665  0.0007
Si  7.7343  11.1635  1.9745  0.0643  -0.0095  0.005
Si  1.9336  1.1164  4.3426  -0.1367  0.0246  0.2168
Si  5.8008  1.1164  4.3426  0.2342  0.5467  0.6767
Si  9.6679  1.1164  4.3426  0.0998  -0.0741  0.2804
Si  0  4.4654  4.3426  -0.0527  -0.3997  0.3548
Si  3.8672  4.4654  4.3426  -0.2012  -0.0128  -0.168
Si  7.7343  4.4654  4.3426  0.1231  -0.1999  -0.4591
Si  1.9336  7.8145  4.3426  -0.0623  0.2391  -0.1852
Si  5.8008  7.8145  4.3426  -0.1868  -0.1689  -0.2332
Si  9.6679  7.8145  4.3426  0.2075  0.2459  -0.3971
Si  0  11.1635  4.3426  0.0909  -0.0678  0.5856
Si  3.8672  11.1635  4.3426  -0.2092  -0.2009  0.0416
Si  7.7343  11.1635  4.3426  0.1577  -0.0255  0.165
Si  0  0  36.9165  -0.1697  -0.2759  -0.1644
Si  3.8672  0  36.9165  0.0853  -0.0424  0.1802
Si  7.7343  0  36.9165  -0.0587  -0.1947  0.1578
Si  1.9336  3.3491  36.9165  0.1549  0.2577  -0.0264
Si  5.8008  3.3491  36.9165  -0.153  0.0514  0.1923
Si  9.6679  3.3491  36.9165  0.0166  0.0622  0.0362
Si  0  6.6981  36.9165  0.2181  0.1982  -0.2756
Si  3.8672  6.6981  36.9165  -0.0924  0.0324  -0.2226
Si  7.7343  6.6981  36.9165  -0.1526  0.0229  -0.0955
Si  1.9336  10.0472  36.9165  -0.2083  -0.1548  -0.131
Si  5.8008  10.0472  36.9165  0.2561  0.0185  -0.0617
Si  9.6679  10.0472  36.9165  0.0858  0.1526  -0.2443
Si  0  0  39.2846  -0.0835  -0.118  0.0204
Si  3.8672  0  39.2846  -0.0047  0.0035  0.0175
Si  7.7343  0  39.2846  -0.0643  -0.0746  -0.0098
Si  1.9336  3.3491  39.2846  0.0678  0.0971  0.027
Si  5.8008  3.3491  39.2846  -0.065  0.0139  -0.0033
Si  9.6679  3.3491  39.2846  0.0277  0.0219  -0.0028
Si  0  6.6981  39.2846  0.0797  0.066  -0.0067
Si  3.8672  6.6981  39.2846  -0.0411  0.0318  0.0102
Si  7.7343  6.6981  39.2846  -0.0413  0.0078  0.0149
Si  1.9336  10.0472  39.2846  -0.0798  -0.0739  -0.0272
Si  5.8008  10.0472  39.2846  0.1282  -0.0176  0.0205
Si  9.6679  10.0472  39.2846  0.0692  0.0526  0.006
Si  0  2.2327  40.074  -0.0099  0.0141  -0.0631
Si  3.8672  2.2327  40.074  0.0165  -0.0158  0.02
Si  7.7343  2.2327  40.074  0.0075  -0.0469  -0.0207
Si  1.9336  5.5818  40.074  -0.0454  -0.0059  0.0247
Si  5.8008  5.5818  40.074  0.0038  -0.0295  0.0024
Si  9.6679  5.5818  40.074  0.0271  -0.0173  -0.0315
Si  0  8.9308  40.074  0.018  0.0253  0.0349
Si  3.8672  8.9308  40.074  -0.0138  -0.0006  -0.0295
Si  7.7343  8.9308  40.074  -0.0345  0.017  -0.0035
Si  1.9336  12.2799  40.074  0.0093  0.0018  -0.0401
Si  5.8008  12.2799  40.074  0.0168  0.0591  0.0063
Si  9.6679  12.2799  40.074  0.0074  -0.003  0.0244
Si  -0.6603  1.9522  30.8866  -0.1566  0.2094  0.5353
Si  1.306  2.9137  30.0901  0.165  0.3098  -0.3002
Si  11.0102  -2.9725  27.1849  0.0101  -0.0588  -0.306
Si  -1.7012  3.5911  27.6402  -0.0201  -0.0932  0.3082
Si  3.3121  1.9037  30.7871  -0.1324  -0.2786  0.284
Si  9.6187  -0.7982  25.2566  -0.2528  -0.1273  -0.0833
Si  0.8223  1.9603  28.0093  0.1637  0.7751  0.4201
Si  7.4431  3.1111  25.6436  0.1472  0.1395  0.2149
Si  6.8999  11.5964  24.6683  0.1993  -0.2343  -0.0748
Si  -3.1633  7.9034  25.7249  -0.187  -0.1544  -0.1095
Si  9.2315  16.6896  29.8886  -0.0313  0.1155  0.1142
Si  14.9759  12.6602  25.5569  0.0191  0.0011  0.1419
Si  0.7688  2.2472  21.9245  0.2061  0.2393  0.2533
Si  5.3826  -1.1877  30.8014  0.0149  -0.1859  -0.035
Si  4.9159  4.7448  26.0472  0.0401  0.1977  -0.0291
Si  4.895  5.0609  29.1772  -0.0117  0.0167  -0.1437
Si  6.7995  6.1299  30.5563  0.0611  -0.1749  0.1513
Si  10.3458  -0.4066  30.6382  -0.4727  0.1822  0.1785
Si  1.9472  5.2786  30.492  -0.0947  -0.35  -0.0743
Si  0.5474  12.471  29.1778  0.3728  0.0489  -0.4335
Si  3.0814  12.9329  30.9475  0.1527  0.6433  -0.1503
Si  3.3573  5.678  18.7348  -0.4449  0.0631  -0.0998
Si  8.8262  8.3486  22.7343  0.1005  0.1149  0.1646
Si  15.1941  16.7232  20.6267  -0.0903  0.0486  0.0365
Si  -0.0996  2.264  33.1396  -0.424  -0.2236  0.0436
Si  3.792  2.2648  33.0625  -0.0166  -0.028  -0.0381
Si  7.585  2.22  32.8891  -0.0662  0.0345  -0.17
Si  1.9937  5.5881  32.8809  0.0315  -0.0865  -0.1157
Si  5.9534  5.6958  32.8431  -0.1224  -0.0219  0.0337
Si  9.2101  5.5218  30.7612  -0.0115  -0.0493  0.0045
Si  -0.0374  8.7883  32.8589  -0.0959  -0.1363  -0.3276
Si  3.9477  9.0514  32.6958  -0.118  0.1806  -0.1503
Si  7.7442  8.9498  32.9143  0.0067  -0.0383  -0.1319
Si  4.9581  16.0435  29.2893  -0.0118  -0.0179  -0.0798
Si  5.8136  12.2714  33.0783  0.2005  0.042  0.1796
Si  9.849  12.3589  32.8877  -0.0614  -0.0505  0.1989
Si  1.875  1.1438  33.8891  -0.0058  0.1795  -0.145
Si  5.7364  1.1141  33.8096  -0.1  0.0007  -0.0909
Si  9.5666  1.124  33.8157  0.1352  0.1538  0.048
Si  0.0361  4.5235  33.7712  -0.1083  0.0393  -0.1731
Si  3.9519  4.5419  33.6777  0.1217  -0.0277  -0.1322
Si  7.6827  4.4218  33.8133  0.2174  0.1163  -0.0311
Si  2.006  7.8616  33.5713  0.1749  -0.0528  0.0567
Si  5.7918  7.8905  33.7228  0.0309  0.0278  -0.0068
Si  9.642  7.8102  33.7915  -0.1846  -0.0493  0.0841
Si  0.1127  11.1048  33.5859  0.0731  0.111  0.0379
Si  3.9251  11.1224  33.8699  0.0699  -0.0182  -0.026
Si  7.8564  11.2063  33.6485  -0.0614  0.0091  -0.0807
Si  1.9257  1.1208  36.2058  -0.0754  0.0225  -0.0147
Si  5.7986  1.1213  36.1563  0.0223  0.0029  -0.0033
Si  9.6481  1.12  36.16  -0.21  -0.0734  0.0167
Si  0.0046  4.4745  36.1325  0.0031  0.0094  0.0238
Si  3.8842  4.4783  36.0833  0.0682  0.0542  0.0018
Si  7.7252  4.4534  36.1582  -0.0375  -0.0479  0.0043
Si  1.9528  7.8232  36.0277  -0.0476  0.028  0.0698
Si  5.7894  7.8194  36.1074  -0.0109  0.0688  0.0082
Si  9.6587  7.8175  36.1412  0.0571  -0.0039  0.0806
Si  0.012  11.1517  36.0323  0.1168  -0.1074  0.0793
Si  3.8677  11.151  36.1866  0.0416  -0.0669  0.0802
Si  7.7521  11.1664  36.0637  0.0763  0.041  0.0476
Si  0.0129  -0.0073  5.2055  0.0668  -0.0294  -0.0823
Si  3.8824  0.0047  5.08  0.0584  -0.0101  0.0441
Si  7.7408  0.0036  5.1596  0.0328  -0.0112  0.0189
Si  1.9363  3.3343  5.1992  0.0083  0.0258  -0.0247
Si  5.7979  3.4997  5.2463  -0.0035  0.2703  -0.3051
Si  9.6472  3.3199  5.2052  -0.0694  -0.0194  -0.0245
Si  0.001  6.6894  5.073  -0.015  0.0407  0.0434
Si  3.8369  6.6949  5.1057  -0.0478  0.0756  -0.1066
Si  7.7537  6.6955  5.0024  0.0518  -0.0707  -0.0132
Si  1.9338  10.0265  5.2216  -0.0202  0.0276  -0.0998
Si  5.7986  10.0413  5.0863  0.0053  0.0851  0.0083
Si  9.6703  10.0308  5.1814  -0.0068  -0.0278  -0.0706
Si  0.0849  -0.1027  7.6295  0.117  0.0165  0.0943
Si  4.0028  -0.0624  7.4119  0.1138  0.1153  -0.2224
Si  7.7772  -0.0858  7.5487  -0.0089  -0.1378  -0.1628
Si  1.9159  3.246  7.6261  -0.0195  -0.0659  -0.0298
Si  5.7717  5.0752  7.2196  0.0104  -0.1143  -0.1069
Si  9.5872  3.1653  7.6389  -0.0601  -0.1984  0.1041
Si  -0.0282  6.5945  7.4051  0.0842  -0.1901  -0.1066
Si  3.8705  6.5333  7.4497  -0.0078  -0.112  0.0333
Si  7.6757  6.4962  7.2959  -0.0091  -0.0366  -0.2461
Si  1.9739  9.8985  7.6562  0.0597  -0.1767  -0.0354
Si  5.8007  9.9336  7.4221  0.002  -0.0458  0.1324
Si  9.6768  9.8816  7.5797  -0.1681  -0.1599  -0.0693
Si  3.4064  -1.0036  10.3499  0.2374  0.3524  0.3191
Si  3.8233  2.0643  8.4812  -0.1254  0.1064  0.0796
Si  5.0419  -0.8164  15.3062  -0.0219  0.0065  0.1842
Si  1.8797  5.5048  8.3169  0.0004  0.0419  0.1194
Si  5.7299  3.4261  8.7781  -0.0847  0.1601  0.2459
Si  9.6107  5.4579  8.1433  -0.0181  0.2535  0.189
Si  -0.0112  8.7306  8.396  -0.0252  0.1615  0.2143
Si  3.9784  8.7675  8.373  0.1269  -0.0075  0.0042
Si  5.7761  12.3595  10.6683  0.1735  -0.6465  -0.0585
Si  2.1611  12.1876  8.3027  -0.0075  0.1077  -0.0589
Si  5.8708  12.1367  8.2871  0.313  -0.0472  -0.0442
Si  9.7315  12.1275  8.3507  -0.0277  0.1548  0.3048
Si  -3.9312  1.9997  8.6924  0.005  0.1283  0.0031
Si  -0.2591  2.3174  10.9426  -0.0444  0.2262  -0.2909
Si  13.3231  1.4829  11.9463  0.4784  0.0716  0.0978
Si  3.5673  9.8465  27.3254  0.2082  -0.2586  0.0033
Si  4.9945  10.1955  14.4755  0.0595  0.5327  -0.7518
Si  11.2198  4.6212  11.5132  0.0476  -0.0452  -0.0235
Si  4.8117  13.8368  20.7816  0.0174  -0.1733  -0.0935
Si  8.0404  9.6855  11.8951  -0.9267  -0.3873  -0.1837
Si  12.7911  11.7869  12.1198  0.2625  0.211  0.0549
Si  -1.9977  18.9117  22.0079  0.1441  0.1928  0.1057
Si  7.5876  14.5177  15.7657  0.0256  -0.0982  -0.4197
Si  5.7071  10.315  12.12  0.3354  0.111  0.1867
Si  -1.9868  5.9511  10.431  -0.1251  -0.1048  -0.0899
Si  3.7369  1.3602  10.7379  -0.8057  0.2052  -0.1522
Si  7.6552  -4.7017  8.1802  -0.0234  -0.1896  -0.1373
Si  3.3529  7.6284  14.572  -0.4034  0.0129  -0.1618
Si  7.3593  1.081  10.9499  -0.0613  0.0277  0.0397
Si  11.3875  7.6145  10.5467  -0.1568  0.5777  0.1605
Si  -3.9765  5.0164  19.7371  0.1854  -0.1773  0.1717
Si  6.2038  7.2319  18.2428  -0.1375  0.0094  0.2895
Si  15.3086  6.4742  11.5407  -0.0809  0.0795  0.2663
Si  -4.5774  8.1999  10.3873  0.3615  -0.1628  -0.2818
Si  4.7521  12.2156  18.2695  -0.0536  0.0834  -0.1274
Si  7.2503  5.7675  13.7519  0.1792  0.0207  -0.5922
O  -19.7978  -6.6031  13.1649  0.2986  0.0316  -0.1459
O  -3.0725  -14.9687  20.0611  -0.1243  0.0102  0.0387
O  27.0691  -3.346  28.9169  -0.0638  0.1605  0.0796
O  8.8389  8.7084  12.9689  0.1877  -0.0051  0.2372
O  8.8764  -0.6519  29.8356  0.1953  -0.1032  0.114
O  -8.0255  -17.5171  14.3793  0.131  -0.2249  0.3035
O  20.3635  -6.6498  22.6128  -0.0468  -0.1496  -0.0653
O  6.8496  20.9237  25.8516  0.0331  0.0884  -0.019
O  1.2493  -17.3673  22.0698  0.0395  0.0654  0.0103
O  17.9892  -1.2563  18.4167  -0.0015  -0.0009  0.1565
O  0.5258  -13.0291  28.1572  0.0517  -0.4913  0.0317
O  -5.5679  -7.2112  22.4878  0.0967  -0.2094  -0.1724
O  27.2594  -2.6205  18.5844  0.0797  -0.0506  0.0087
O  -5.1912  13.4068  20.7466  -0.0008  0.0545  0.0183
O  19.328  -9.8319  18.9707  -0.0808  0.1485  0.0549
O  2.2092  21.22  24.8997  -0.12  0.0891  0.0889
O  3.9929  27.3346  26.4161  -0.1898  0.0881  0.0746
O  16.3071  8.9307  26.586  -0.0291  0.1045  0.0442
O  25.3077  16.2562  21.1534  0.0284  -0.019  -0.034
O  -5.1987  12.7739  25.6722  -0.0425  0.1224  0.0292
O  42.5441  -17.8207  21.6966  -0.0993  -0.0097  -0.1523
O  6.8231  -23.3119  22.1968  -0.1388  0.0017  -0.0954
O  15.7465  -0.1749  19.4083  0.0238  0.0798  0.1326
O  25.5497  -25.5563  15.8045  0.1203  -0.0303  -0.005
Si  -12.8106  8.3184  13.3469  -0.1474  0.072  -0.1496
Si  4.6912  8.5274  10.6671  0.2192  0.333  -0.0303
Si  13.6019  -2.5283  22.1916  0.0281  -0.1565  -0.1966
Si  7.3213  -0.0923  29.7389  -0.2827  0.2427  -0.3222
Si  7.1801  2.1585  30.4155  0.0608  0.1189  0.1273
Si  14.495  -6.9002  24.2127  -0.2007  0.0662  -0.0114
Si  10.0373  12.0588  10.7484  -0.2517  -0.468  -0.0262
Si  -5.5327  -8.5909  21.5587  -0.2369  0.1147  0.1944
Si  5.7744  16.4893  14.1474  0.0742  -0.5089  -0.4485
Si  13.1247  5.9771  10.649  -0.1329  -0.2358  -0.1962
Si  -6.5596  -19.3026  22.6574  -0.1534  -0.0795  0.1949
Si  9.6058  9.0302  28.3772  -0.0339  -0.04  0.0358
Si  8.2612  -23.8584  22.7456  0.0607  0.0353  0.0762
Si  4.7322  -3.4074  30.3237  0.1002  -0.1023  -0.0828
Si  0.7758  13.1314  23.8546  -0.2542  -0.0849  -0.1881
Si  -4.2047  8.4884  30.5599  -0.0622  -0.0438  0.1584
Si  22.6787  4.0468  16.3364  0.1975  0.0756  -0.0717
Si  13.7122  -1.0386  33.0446  0.0242  -0.1505  0.1088
Si  1.3858  -18.9946  19.2762  -0.1727  0.0982  -0.138
Si  3.3273  1.5516  14.5623  -0.0042  0.1007  -0.0342
Si  17.6691  21.1309  15.8685  0.1796  0.0667  -0.1043
Si  22.9881  -2.503  14.5498  -0.1954  0.1616  0.2829
Si  17.1046  4.6449  10.8804  0.0417  -0.128  -0.211
Si  -7.8092  2.0534  27.0655  0.0252  0.0681  0.1598
Si  10.1528  0.2477  14.05  -0.0621  0.0705  -0.0926
Si  21.939  1.5575  20.7729  -0.3614  -0.1716  -0.2642
Si  17.2129  -10.9253  11.8525  -0.0229  -0.053  0.2035
Si  17.4481  -4.6271  25.4592  0.0167  -0.1767  -0.0052
Si  -1.4606  -1.4691  19.9462  0.1196  -0.1659  -0.2643
Si  -4.2354  6.0955  11.3462  0.2544  -0.0284  0.0716
Si  15.9285  -1.218  23.4166  0.3104  -0.1469  -0.4194
Si  6.9421  -14.7392  19.9736  -0.0211  0.0191  -0.0758
Si  18.0491  9.1635  20.6958  -0.1072  -0.0045  0.3178
Si  10.2628  5.192  13.6483  0.349  -0.2119  -0.3496
Si  -10.3243  -5.1281  26.1791  0.1888  -0.1647  -0.1961
Si  14.169  10.6717  19.2334  -0.2265  -0.0143  -0.0529
Si  -2.7404  -10.6711  18.1549  0.2639  0.021  -0.0847
Si  -4.3508  0.3715  26.6301  0.1398  -0.0627  -0.0337
Si  22.4227  -7.4671  26.2062  -0.0667  -0.0727  -0.1363
Si  -0.1794  -4.1331  21.287  -0.0111  -0.1323  -0.018
Si  0.254  -1.3741  17.4787  0.0182  -0.0015  -0.0541
Si  0.7566  -12.0905  16.08  -0.2566  -0.0848  0.039
Si  11.9139  4.8563  23.535  0.0681  0.1531  0.1288
Si  11.5743  -11.2644  8.4886  -0.0631  0.0673  0.1503
Si  -12.1765  -6.2895  30.1832  -0.0852  -0.4561  -0.2893
Si  -10.1689  -6.8893  16.6692  -0.1542  -0.0453  0.1077
Si  -1.9949  -7.8399  33.0712  0.0278  -0.2556  0.1307
Si  9.6421  0.7975  11.7684  -0.0561  -0.3285  0.1471
O  15.0328  4.1047  19.1869  0.1283  -0.019  0.0695
O  -11.6279  -15.3227  11.0704  -0.0863  0.0811  -0.1287
O  -14.3789  -13.0701  26.1567  0.0588  -0.0039  0.0897
O  -10.6966  11.7894  22.9497  -0.0608  0.1195  0.1165
O  -14.5683  -30.978  29.701  -0.0867  -0.0859  -0.0987
O  -2.3746  -9.1756  22.9028  0.0542  -0.0045  0.0369
O  24.151  -5.7242  17.7069  0.0752  -0.0216  -0.0256
O  4.5637  -24.7657  20.6012  0.057  -0.0202  -0.0016
O  11.7656  -21.3103  16.6704  -0.0205  -0.0417  0.0061
O  -24.2297  31.8758  27.5707  -0.0043  -0.0276  0.0161
O  8.7188  16.9863  26.5248  -0.1223  -0.0305  -0.1699
O  -14.1798  -2.5155  11.375  0.2196  0.5143  -0.2395
O  -4.6241  -0.1656  28.1276  0.0748  0.0409  0.1946
O  -10.0703  11.4018  18.2317  0.0808  -0.003  0.0663
O  2.7236  5.6798  17.231  0.1715  -0.024  -0.0039
O  23.2469  -18.7192  20.1741  0.008  0.0089  0.0355
O  -6.4581  -18.3443  21.3568  0.1302  0.0805  -0.1789
O  31.2621  1.5815  17.2732  -0.02  0.0261  0.145
O  -13.0224  24.9004  26.3002  0.1946  -0.0349  0.1232
O  13.9635  11.383  20.6833  0.0377  0.0454  0.118
O  6.5137  -13.5061  15.5812  0.0502  -0.0177  0.0873
O  -2.9205  -4.6183  27.0616  -0.0617  -0.0296  0.0085
O  26.632  -15.5179  26.4999  -0.2248  0.3008  -0.0396
O  1.9075  7.2194  15.2666  0.1855  0.108  -0.1261
O  -16.1779  15.823  14.9621  -0.0002  0.1098  0.2265
O  35.8696  -2.3694  13.5499  0.0654  -0.1436  -0.019
O  23.6627  2.7963  16.649  0.0071  -0.0286  0.0145
O  23.6261  -15.6428  28.2328  0.1961  -0.013  -0.2196
O  10.4954  -14.9313  18.3535  -0.0785  0.0324  0.1326
O  11.1486  4.9346  24.9641  0.0299  -0.0123  -0.0072
O  -14.16  -11.5531  21.8024  0.0262  -0.0082  -0.0067
O  25.4621  6.4746  19.6905  0.1563  -0.0947  0.0646
O  -11.2648  -10.0787  23.0712  0.001  -0.1284  -0.1042
O  0.8547  -20.459  29.8521  -0.3953  0.1104  0.2868
O  12.7693  13.3884  12.4187  -0.0812  0.0641  -0.1088
O  -35.0918  8.481  11.996  0.0783  -0.1327  -0.129
O  -1.3311  11.9893  14.0439  0.1032  0.0487  0.0327
O  -7.4265  -13.4791  22.2059  -0.0127  -0.031  0.0811
O  -24.2821  -33.3933  13.9376  -0.0707  0.1771  -0.0024
O  10.5864  -0.072  20.6552  0.07  0.1993  0.1087
O  3.4029  -2.5423  23.0233  0.0337  0.1152  0.1081
O  -11.8885  -5.0276  31.2208  0.0637  0.0029  0.3507
O  -11.4288  9.4735  26.0198  -0.2535  0.3527  0.2857
O  45.7272  10.665  20.6142  -0.0794  0.0686  0.0053
O  -7.1397  4.4144  21.4993  0.0137  -0.0295  0.0426
O  4.575  -6.2525  15.5324  0.083  -0.1042  0.1008
O  -4.885  15.3048  26.4946  -0.0644  -0.0569  0.0781
O  11.0805  29.3205  27.2543  0.209  -0.199  -0.1735
O  -2.942  4.9283  13.8642  -0.2257  0.0625  0.0432
O  3.5069  6.9988  22.7981  0.0907  -0.0014  -0.0728
O  -13.4997  -9.634  17.1774  -0.2091  -0.0831  0.0842
O  -12.8926  8.8448  22.3621  0.0018  0.0151  0.0354
O  -32.3992  15.5044  13.3323  -0.1338  0.0146  0.0608
O  22.46  -4.0358  14.5082  -0.0092  -0.1323  -0.168
O  -2.4778  5.2876  20.4562  -0.1108  -0.0279  -0.1352
O  20.078  11.869  24.2934  0.0801  0.0776  0.0617
O  21.0368  33.4343  25.7461  0.0027  0.081  0.0457
O  6.4276  -22.4053  25.4719  -0.0976  -0.0235  -0.0449
O  7.946  -10.989  24.2549  -0.0297  -0.0003  -0.1122
O  -17.8589  -4.9852  23.9635  0.0137  0.0226  -0.057
O  -17.1657  22.4933  29.8617  -0.1535  0.1658  0.2608
O  -1.7008  15.4698  19.2574  -0.0133  -0.0116  0.0545
O  38.9874  -13.2373  14.2693  -0.054  -0.0617  -0.0604
O  27.2834  -7.5841  25.1245  0.1535  -0.1882  0.1259
O  1.8161  5.3659  23.8173  0.0303  -0.0481  -0.0517
O  3.4019  19.0216  29.7343  0.4064  -0.2489  0.0988
O  4.7873  -20.3138  18.7166  0.2496  0.1474  -0.0288
O  -32.7498  -1.0668  29.7993  -0.2374  -0.0454  -0.0924
O  10.8893  17.5348  14.7185  0.0201  -0.1184  0.1509
O  20.5199  0.5995  15.0251  -0.0758  0.036  0.1266
O  29.2252  4.7101  14.0488  -0.0286  0.0464  0.3636
O  23.6699  6.9069  26.5257  0.0381  0.0657  0.1368
O  -12.6449  7.7497  28.7561  0.0702  0.159  -0.2063
O  2.6591  38.2108  11.5026  -0.1348  0.046  0.0531
O  4.3126  -0.7345  16.7742  -0.0491  -0.0253  0.1958
O  29.1112  11.6949  23.3844  -0.1552  0.0427  0.0256
O  0.4303  0.2221  17.2424  0.0282  0.0658  0.0082
O  -0.7812  -13.5419  24.3715  0.1295  0.0412  0.0633
O  -9.3332  -4.5398  27.3224  -0.1007  0.0743  0.1095
O  0.1475  11.2095  16.0878  0.0525  -0.0481  -0.1644
O  -7.4219  3.2919  26.0618  -0.0737  -0.1517  -0.1017
O  18.7611  -6.4517  14.8996  -0.1473  0.0988  0.2667
O  6.0956  -4.0477  15.4175  -0.2985  -0.2555  0.0846
O  -0.3979  5.7357  22.3217  -0.1243  -0.0667  -0.1084
O  11.4682  14.3631  14.7409  0.0802  -0.0562  0.0028
O  4.3838  2.7454  14.9435  -0.1314  0.1141  0.2099
O  -4.943  -16.6089  25.4286  0.0523  0.1795  -0.0438
O  25.553  9.0859  19.3811  0.1182  -0.0064  0.0626
O  29.783  8.5413  19.1886  -0.0069  -0.1795  -0.2407
O  -28.6075  10.7608  20.6236  0.0302  -0.0344  0.0369
O  1.1624  0.9447  22.8367  0.0776  -0.0038  0.0265
O  2.1619  2.2839  27.1548  0.4126  -0.3185  -0.4213
O  7.3803  -7.2578  18.5762  0.1278  0.0929  -0.1809
O  16.5968  5.415  27.547  0.0535  -0.1295  0.3232
O  8.6268  -4.6778  24.3102  0.0273  0.0055  -0.0833
O  1.8072  -0.3699  25.1198  0.1342  0.0099  0.2617

Results
free energy: -220802.350 eV
free energy less fixed offsets of O -568.88, Si -635.61 eV per atom: 9.650 eV

The program warned: the cutoff lies below the one the program advises for these potential files; the forces do not sum to zero within the program's tolerance; the exchange-correlation potential is rough where the density is thin.
